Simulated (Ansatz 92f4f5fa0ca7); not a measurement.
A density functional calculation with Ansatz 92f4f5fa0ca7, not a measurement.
Periodic cell of 140 atoms, Si84O56, from a study of silicon, its oxide and their interface. The atomic structure is a simulated model.

Settings: functional r2SCAN; potential files Ansatz norm-conserving; basis plane waves; wave-function cutoff 1300 eV; density cutoff ratio 4; exchange-correlation grid ratio 1; k mesh 2 x 2 x 1, shifted by 0.5 0.5 0.5 of a step; self-consistency stop 5e-08 eV per atom in the density residual; occupations Fermi-Dirac, 0.05 eV; spin none; net charge 0.

Cell vectors (angstrom)
a  10.88  0  0
b  0  10.88  0
c  0  0  20.2331

Atoms and the computed forces on them: element, x, y, z (angstrom), force x, y, z (eV/angstrom)
Si  0.2124  -0.2902  -0.0501  0.032  -0.074  -0.9174
Si  2.3017  3.2796  -0.0634  0.0553  -0.0528  -0.8039
Si  -0.1054  5.3183  0.1127  -0.0153  -0.0065  -0.5546
Si  2.3862  8.3365  -0.0381  -0.0506  -0.0839  -0.645
Si  5.6529  -0.1195  -0.0814  0.0358  0.0701  -0.7908
Si  8.1962  2.9465  0.1297  0.0168  0.0347  -0.6368
Si  5.8811  5.0373  0.0641  -0.0345  0.0207  -0.8521
Si  7.8813  8.5714  0.0333  0.0256  0.0316  -0.9504
Si  1.3633  1.4215  1.199  -0.1081  0.0581  -0.2347
Si  4.0745  4.1192  1.2827  0.0056  0.0266  -0.1266
Si  1.229  6.8519  1.367  0.0196  -0.0549  -0.3605
Si  4.0489  9.5445  1.2336  -0.0482  -0.032  -0.3324
Si  6.8504  1.374  1.3164  -0.0042  0.0055  -0.3268
Si  9.5103  4.1117  1.6293  -0.0127  -0.0267  -0.3121
Si  6.8388  6.8201  1.3183  0.0629  0.0173  -0.2306
Si  9.505  9.5847  1.3812  0.0137  -0.0604  -0.21
Si  0.0482  2.6686  2.7502  0.0806  -0.1206  0.1664
Si  2.7371  0.0672  2.6237  -0.1041  0.0693  0.0168
Si  -0.0747  8.1871  2.7529  -0.0814  0.0543  0.1461
Si  2.7393  5.5083  2.6483  -0.019  -0.0128  -0.0013
Si  5.3939  2.7052  2.6527  0.0025  0.0218  0.0309
Si  8.1788  0.0477  2.722  0.0538  0.0002  0.1638
Si  5.3852  8.1542  2.6373  0.0156  -0.02  0.0075
Si  8.1483  5.5375  2.8159  -0.049  0.1326  0.2068
Si  1.4441  4.0971  4.035  0.0354  -0.0718  -0.0506
Si  4.0587  1.392  4.0688  0.0583  -0.1084  0.0282
Si  1.3625  9.5579  4.0216  -0.0457  0.0578  -0.0178
Si  4.0707  6.8122  4.0688  -0.0252  0.1178  0.0894
Si  6.7446  4.0878  4.0462  -0.0407  0.0921  -0.0268
Si  9.5597  1.3249  4.1133  -0.0832  0.0934  -0.0643
Si  6.7835  9.5152  4.0024  0.0897  -0.0378  -0.0063
Si  9.5224  6.8423  4.1893  -0.0034  -0.1512  -0.059
Si  0.0397  -0.02  5.4779  0.0538  -0.0484  -0.0725
Si  2.7513  2.7809  5.4932  -0.0516  0.0009  -0.0859
Si  0.0961  5.4349  5.4164  -0.1054  -0.0014  0.1329
Si  2.6903  8.1689  5.4096  0.0846  -0.0898  0.0671
Si  5.4415  0.0028  5.3642  -0.0997  0.0825  0.0762
Si  8.1462  2.7077  5.3561  0.1714  -0.0581  0.121
Si  5.4137  5.4293  5.4619  0.031  -0.0007  -0.1735
Si  8.0871  8.1707  5.464  -0.1005  0.086  -0.0723
Si  1.4081  1.3693  6.8268  -0.0436  0.0151  -0.1425
Si  4.0973  4.1394  6.9132  -0.089  -0.0417  0.1962
Si  1.3998  6.7879  6.8788  0.0485  0.1018  0.051
Si  4.0999  9.5081  6.7267  0.0843  0.0102  -0.3049
Si  6.7776  1.3819  6.7485  -0.1263  -0.0442  -0.1339
Si  9.6129  3.9881  6.6712  0.0807  -0.1172  -0.301
Si  6.7726  6.7576  6.8351  0.0554  0.0737  0.0526
Si  9.4957  9.4898  6.7714  0.0664  0.0029  0.063
Si  -0.0109  2.6468  8.1816  -0.1462  -0.0758  0.3175
Si  2.858  0.0493  8.0942  0.1419  0.0929  0.2483
Si  -0.0435  8.1884  8.1909  -0.0853  -0.1591  0.0823
Si  2.7577  5.437  8.4057  -0.0412  0.0405  0.1238
Si  5.5097  2.7906  8.225  0.16  -0.0474  0.1174
Si  8.1034  -0.0493  8.0553  -0.0038  0.0607  0.0962
Si  5.3219  8.1034  8.1596  -0.0721  -0.0545  0.1979
Si  8.3225  5.3581  7.9634  -0.0303  0.1204  0.1296
Si  1.195  4.0975  9.6038  -0.1637  -0.0393  0.7658
Si  4.5352  1.071  9.4889  -0.0471  0.059  0.9368
Si  1.4735  9.5645  9.3421  0.0804  0.0198  0.7209
Si  3.6316  7.2982  9.7113  0.1225  0.4047  0.8098
Si  7.207  3.9496  9.4339  0.1045  0.0805  0.8045
Si  9.1398  1.5134  9.4198  -0.2649  0.1007  0.7006
Si  6.6108  9.582  9.3878  -0.1011  -0.155  0.8645
Si  9.899  6.3459  9.3943  -0.0685  0.1034  0.917
Si  2.2344  -3.6794  14.8748  -0.2233  -0.2389  -0.1117
Si  -0.8639  6.9718  15.2527  0.1453  0.0182  -0.3188
Si  8.0074  5.7983  11.6376  0.1035  -0.1245  0.5745
Si  5.7546  1.0479  15.0448  0.3207  0.1266  0.0399
Si  5.8817  -4.813  17.4717  -0.1417  -0.0923  -0.6926
Si  -0.1143  0.1873  11.6025  -0.0959  -0.2759  0.4641
Si  1.5501  2.5528  12.424  0.0597  0.2216  0.69
Si  8.5828  -6.5587  14.0897  -0.0937  -0.1109  0.2934
Si  15.1604  11.0306  17.4663  0.0524  -0.115  -0.6089
Si  6.9318  8.4779  12.3903  0.0814  0.2499  0.6232
Si  -0.812  1.6464  18.0648  -0.231  0.0047  -0.3446
Si  3.9458  0.7276  12.4354  0.1573  -0.0374  0.47
Si  13.0869  2.4027  17.3229  0.144  0.0464  -0.5897
Si  14.4804  -2.8453  17.527  0.0139  0.0764  -0.6003
Si  8.8422  1.4035  15.1981  -0.1347  -0.0619  -0.3526
Si  -1.9293  6.7363  18.096  0.2446  0.055  -0.4193
Si  4.0042  -2.388  12.537  -0.1272  -0.0328  0.5791
Si  9.3398  -12.0902  13.7586  -0.0724  -0.0148  0.4961
Si  13.6284  15.0109  14.6522  0.1543  0.2649  -0.0463
Si  5.5865  3.9752  15.1084  0.0148  -0.1597  -0.1704
O  -0.9266  7.0539  -3.3717  -0.3275  -0.1081  0.3496
O  2.935  -3.4406  -1.3435  -0.2099  0.3552  0.6035
O  1.283  -1.4325  -0.6188  0.1089  0.0456  0.8579
O  2.9554  0.9905  -3.1876  0.1319  0.0808  0.2905
O  1.0818  4.3349  -0.4777  0.2555  -0.2821  0.6091
O  0.604  2.2706  -2.6801  -0.1463  -0.1302  0.2321
O  7.5076  6.1935  -2.7033  0.11  0.0952  0.2959
O  5.0922  0.6804  -1.4525  0.2081  -0.3168  0.7074
O  5.2104  -0.0237  -4.1059  -0.2799  0.2037  0.3726
O  9.2388  2.5504  -1.0993  -0.3018  0.0301  0.423
O  9.0907  1.4958  -3.4491  0.2952  0.0444  0.3375
O  5.2715  5.5845  -1.3529  0.203  -0.1146  0.4021
O  7.0349  3.9578  -0.4846  -0.1882  0.2383  0.7575
O  6.7493  9.6205  -0.6091  0.0305  -0.0776  0.9014
O  8.6716  8.1056  -1.3362  -0.2154  -0.0733  0.5177
O  1.7127  3.2736  10.9699  -0.1788  0.3986  -0.7432
O  0.1246  5.2847  10.0545  0.0096  0.0023  -0.6967
O  4.2078  1.5326  11.0467  0.0519  -0.1845  -0.6604
O  5.0667  -3.4449  17.1365  -0.1847  -0.0766  0.3253
O  2.326  8.2864  9.9167  0.3259  -0.0098  -0.3974
O  1.0608  10.5548  10.6083  -0.0891  -0.1895  -0.4511
O  4.1388  7.4129  11.3098  -0.0697  -0.1805  -0.8653
O  8.7908  4.6567  12.5208  -0.2299  0.4004  -0.3795
O  7.3599  6.9182  12.6251  0.0071  -0.0667  -0.3796
O  9.2948  -5.3253  14.8839  -0.0309  0.0416  -0.0686
O  8.1544  2.7169  10.0269  0.1304  -0.066  -0.7411
O  13.34  3.3443  16.0322  -0.0446  -0.2399  0.2382
O  5.6431  10.8075  9.8704  -0.1252  -0.0238  -0.4708
O  6.9707  8.7989  10.8004  -0.1227  0.2696  -0.5529
O  0.2432  12.4634  12.3801  0.1183  -0.1291  -0.3597
O  9.0306  6.6944  10.7513  0.1497  -0.1863  -0.4724
O  3.7846  -1.303  17.9008  0.0495  0.0498  0.0477
O  1.6092  3.7542  13.548  0.0436  -0.3908  -0.3113
O  -1.5284  8.317  14.6481  0.0811  0.039  -0.1189
O  5.5006  8.5978  13.1598  -0.0402  -0.0468  -0.509
O  10.4556  -1.0864  12.5825  0.0323  0.4007  -0.3801
O  11.5196  -3.8118  14.6745  0.014  0.0251  0.1995
O  9.4541  0.5565  10.7294  0.19  0.2647  -0.3722
O  15.1709  3.9516  14.1076  -0.1171  0.0059  0.3225
O  2.7446  -5.1869  14.9951  -0.0642  0.0538  -0.0057
O  -0.5074  0.2242  18.7794  0.1852  0.0274  0.5886
O  -1.1245  5.7266  19.092  0.3048  -0.0463  0.5026
O  9.672  0.1245  14.6412  -0.1525  -0.0174  -0.1299
O  5.5376  -8.3866  15.7633  -0.0457  -0.0663  -0.1917
O  13.7916  7.969  13.6223  0.2826  0.0759  -0.1976
O  13.5506  1.5282  13.0082  -0.0297  -0.0128  -0.3363
O  6.911  4.9884  10.7242  0.1461  -0.3657  -0.5232
O  3.6225  10.0341  12.1497  0.0237  0.0366  -0.1499
O  -3.9117  4.2566  14.3215  0.1135  -0.0259  0.0976
O  5.106  0.8683  13.5729  -0.3429  -0.0673  -0.2414
O  2.9115  -7.9155  18.668  -0.2322  0.0631  0.5709
O  7.8659  -12.155  13.1007  -0.0227  -0.2835  -0.3078
O  13.4649  -2.9349  16.262  0.3126  -0.0515  0.314
O  9.1903  -8.0175  14.5218  -0.1352  0.002  0.0772
O  5.4649  5.0377  16.2982  0.1265  0.1706  0.2985
O  18.2201  0.9585  14.8403  -0.0082  0.0963  0.1444

Results
free energy: -35890.351 eV
free energy less fixed offsets of O -463.61, Si -117.95 eV per atom: -20.391 eV
pressure: -1.62 GPa
stress xx, yy, zz, yz, xz, xy (GPa, positive in tension): 0.95, 1.48, 2.43, -0.66, 0.47, 0.28
